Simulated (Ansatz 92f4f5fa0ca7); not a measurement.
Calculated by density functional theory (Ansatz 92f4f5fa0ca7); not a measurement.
Periodic cell of 223 atoms, Si132O90P1, from a study of silicon, its oxide and their interface. The atomic structure is a simulated model.
Doubt: the cutoff is far below the 930 eV that the study's wrapper takes by default for these files, so forces and energies are approximate.
This geometry differs little from another in the collection (a relaxation step or a small displacement).

Settings: functional PBE; potential files Ansatz PAW; basis plane waves; wave-function cutoff 580 eV; density cutoff ratio 5; exchange-correlation grid ratio 1; k mesh 1 x 1 x 1, Gamma-centred; self-consistency stop 5e-08 eV per atom in the density residual; occupations fixed; spin none; net charge +1 e, with a uniform compensating background and no finite-size correction.

Cell vectors (angstrom)
a	10.938	0	0
b	0	10.938	0
c	0	0	32.1988

Atoms and the computed forces on them: element, x, y, z (angstrom), force x, y, z (eV/angstrom)
Si	10.5785	0.2157	24.8468	-0.0041	0.0027	0.011
Si	5.7396	10.6824	24.7465	0.0078	-0.0023	0.0018
Si	2.4723	2.9157	24.6358	-0.0003	0.0012	0.0016
Si	8.4176	2.4578	24.8027	0.0052	-0.0082	0.0032
Si	0.2732	5.1629	24.7558	0.0017	-0.0042	-0.0001
Si	5.1573	5.7537	24.673	-0.0015	-0.0009	0.0024
Si	2.9351	8.0119	24.5789	0.0006	-0.0039	-0.0063
Si	7.9357	8.4438	24.735	0.0022	0.0039	0.0117
Si	1.3142	1.3683	26.0324	0.0051	-0.0107	-0.0056
Si	6.8565	1.3191	26.1318	-0.0074	0.01	0.0017
Si	4.0468	4.1042	25.9685	0.0005	-0.0062	0.004
Si	9.59	4.0459	26.0825	-0.0109	0.0088	-0.0029
Si	1.397	6.8315	25.9833	-0.0087	0.0039	0.0102
Si	6.7659	6.8536	26.0159	0.008	-0.001	0.0016
Si	4.0982	9.5362	25.9862	-0.0028	0.0091	0.0063
Si	9.4699	9.581	26.1606	0.0087	-0.0062	-0.0034
Si	2.7283	-0.006	27.3357	0.001	-0.0006	-0.0011
Si	8.1662	-0.0107	27.5694	-0.0095	-0.0099	0.0317
Si	-0.0055	2.7062	27.4856	0.0061	0.0058	0.038
Si	5.4326	2.745	27.3578	0.0003	-0.0013	-0.0017
Si	2.7193	5.4568	27.408	0.0054	0.0041	0.017
Si	8.1829	5.4752	27.3447	-0.0008	-0.0003	-0.0013
Si	-0.0081	8.1759	27.3666	0.0004	-0.0002	-0.004
Si	5.4499	8.2133	27.4343	-0.0048	-0.0056	0.0191
Si	4.0766	1.3653	28.7371	0.0008	-0.0017	0.0022
P	9.575	1.3545	28.8526	0.0034	0.0021	-0.0161
Si	1.36	4.1013	28.8249	-0.0074	-0.0041	-0.0113
Si	6.8325	4.0961	28.7205	-0.0019	0.0027	0.0026
Si	4.0973	6.8186	28.7916	0.0011	0.0004	-0.01
Si	9.5523	6.8222	28.7429	0.0003	-0.0017	0.0036
Si	1.357	9.5727	28.7155	0.0039	-0.0028	0.002
Si	6.7891	9.5498	28.8838	0.0018	0.01	-0.0104
Si	0.0112	-0.0187	30.1624	-0.0021	0.0021	0.0013
Si	5.4126	0.0117	30.1654	0.0033	-0.0043	0.0002
Si	2.7424	2.7253	30.1518	-0.0036	0.0027	0.0004
Si	8.1943	2.74	30.1437	0.0003	-0.0022	0.0016
Si	-0.0246	5.4748	30.1404	0.0028	-0.0044	0.0014
Si	5.4854	5.4509	30.1502	-0.0032	0.003	-0.003
Si	2.7147	8.2138	30.1255	0.0022	-0.003	-0.0015
Si	8.2025	8.1658	30.1653	-0.0015	0.0024	0
Si	1.3699	1.3736	31.5314	0.003	-0.0007	-0.0022
Si	6.827	1.3571	31.4989	-0.0025	0.001	-0.0008
Si	4.1129	4.0928	31.5176	0.0026	-0.0043	-0.0023
Si	9.5798	4.0931	31.5182	-0.0006	0.0045	-0.0019
Si	1.355	6.8457	31.4838	-0.0046	0.0028	-0.0022
Si	6.8403	6.8106	31.543	0.0022	-0.0031	-0.0034
Si	4.0707	9.5626	31.5263	-0.002	0.0036	-0.0042
Si	9.5574	9.5561	31.5201	0.0007	-0.0027	-0.0004
Si	2.7267	-0.0133	0.712	0.0012	-0.0005	0.0018
Si	8.194	0.0042	0.6738	0.0008	0.0017	-0.0023
Si	-0.0037	2.7316	0.7058	-0.0025	0.0008	-0.0018
Si	5.4903	2.7367	0.6888	-0.0006	-0.002	-0.0001
Si	2.7333	5.4929	0.65	-0.0024	-0.0003	-0.0026
Si	8.2082	5.4402	0.71	0.0042	-0.0017	0.0018
Si	0.0178	8.1952	0.6814	0	-0.0021	0.0001
Si	5.464	8.2048	0.691	-0.0004	0.0028	-0.001
Si	4.131	1.3602	2.0561	0.0011	0.0052	-0.0022
Si	9.5574	1.3502	2.0591	-0.002	-0.0053	0.0011
Si	1.3808	4.1372	2.0257	0.0041	0.0024	-0.0006
Si	6.8499	4.0769	2.0852	-0.0028	-0.0028	-0.002
Si	4.0991	6.8293	2.0531	-0.0011	-0.0041	0.0021
Si	9.5874	6.8311	2.0521	0.0016	0.0037	-0.0024
Si	1.3757	9.5405	2.0718	-0.0046	-0.0012	-0.0016
Si	6.8259	9.5933	2.0498	0.0047	0.0018	-0.0008
Si	-0.0137	-0.038	3.3965	0.006	0.0024	0.01
Si	5.4894	0.0089	3.4763	-0.0008	0.0012	0.0022
Si	2.7784	2.7895	3.3584	-0.0021	-0.007	0.0084
Si	8.1918	2.6885	3.4659	-0.0019	0.002	-0.003
Si	0.0292	5.4787	3.4362	-0.0031	0.0012	-0.0056
Si	5.4747	5.4652	3.4133	0	-0.0038	0.0109
Si	2.7681	8.2008	3.4583	-0.0029	0.0032	-0.003
Si	8.2056	8.2222	3.3762	0.0004	-0.0017	0.0062
Si	1.3946	1.3915	4.6262	-0.0025	0.0019	-0.018
Si	6.8415	1.345	4.9196	-0.0002	-0.0036	-0.0009
Si	4.1539	4.0831	4.8108	0.002	0.0046	-0.0156
Si	9.5801	4.0842	4.7623	0	-0.0044	0.0051
Si	1.4135	6.8294	4.8301	0.0033	-0.0021	-0.0022
Si	6.8245	6.8868	4.7318	-0.0008	0.0035	-0.0084
Si	4.1338	9.5756	4.851	0.0036	-0.0002	0.0061
Si	9.551	9.5448	4.7954	-0.0001	0	-0.0166
Si	2.7466	0.1157	6.0585	0.0039	-0.0086	-0.0086
Si	8.2043	-0.0674	6.2705	-0.0043	0.0105	-0.0017
Si	0.0306	2.6704	6.0381	-0.003	0.0061	-0.0009
Si	5.473	2.7261	6.2997	0.0052	-0.0064	-0.0044
Si	2.8156	5.4751	6.1867	-0.0038	0.0027	-0.0019
Si	8.1764	5.4794	6.0407	0.0047	-0.0038	-0.0042
Si	0.01	8.1867	6.1587	0.0003	-0.0041	0.0002
Si	5.5289	8.2228	6.2349	-0.0094	0.0036	-0.0108
Si	3.835	1.5717	7.6116	-0.0137	0.006	0.0074
Si	9.8373	1.1406	7.4521	0.0099	0.0017	-0.0036
Si	1.6251	3.7991	7.314	-0.0026	-0.0126	-0.0069
Si	6.6552	4.4156	7.4829	-0.0025	0.0114	0
Si	4.4066	6.6336	7.5497	0.0112	0.0015	-0.0035
Si	9.3663	6.9473	7.4116	-0.0086	-0.0045	-0.0021
Si	1.1424	9.9196	7.2916	0.0023	0.0106	0.0011
Si	7.1552	9.2296	7.6773	-0.0006	-0.0144	0.0126
O	8.3019	8.0824	7.9025	0.0067	0.0113	-0.004
O	2.7111	2.7338	7.9493	0.0091	0.0023	0.0009
O	9.5166	1.3442	24.256	0.0016	0.0023	-0.0048
O	4.0492	6.8651	24.1192	0.0007	0.0039	0.0047
O	0.0315	0.0291	7.9484	-0.0077	-0.0085	-0.0001
O	5.5312	5.5126	8.0243	-0.0047	-0.0058	-0.0002
O	6.8429	9.5701	24.2035	-0.004	-0.0011	0.0007
O	1.3698	4.0642	24.1654	0.0006	-0.002	0.0073
O	3.8638	7.3887	8.9305	-0.0085	0.0062	0.0072
O	0.7936	4.3746	8.5905	-0.0081	0.011	0.0117
O	9.8128	6.1801	8.8042	0.0068	-0.0049	0.0055
O	2.1229	9.3816	8.4855	0.0085	-0.0119	0.0112
O	7.5159	3.9287	8.7982	0.0074	-0.0113	0.0077
O	4.265	0.9234	9.0721	0.0101	-0.0025	0.0086
O	6.7316	9.5586	9.2257	-0.0019	0.0023	0.0095
O	9.2055	1.8595	8.7883	-0.0116	0.008	0.009
O	7.6782	3.1304	23.514	-0.014	0.0123	-0.0136
O	10.448	5.8196	23.4717	-0.0083	0.0124	-0.0147
O	5.1213	0.4806	23.4273	-0.0129	0.0138	-0.0165
O	5.8878	5.1116	23.3547	0.0059	-0.0081	-0.0088
O	3.0783	2.1695	23.292	0.011	-0.0064	-0.0128
O	2.309	8.7349	23.2211	-0.0049	0.0044	-0.0045
O	8.6516	7.7895	23.4121	0.0125	-0.0119	-0.0171
O	0.2148	10.291	23.6021	0.013	-0.017	-0.0235
Si	4.3795	1.5727	22.4672	0.003	0.0039	0.0266
Si	3.4909	7.9334	14.0276	-0.001	-0.0007	-0.0001
Si	7.1206	0.9596	14.6678	0.0025	0.0023	-0.0008
Si	0.9444	9.3432	22.5085	-0.0047	-0.0003	0.0247
Si	1.1847	4.3093	11.8855	-0.0041	0.0062	0.0051
Si	6.2666	8.9661	15.3165	-0.0021	-0.0007	0.0009
Si	0.6783	1.3698	12.2927	0.0015	0.0003	0.0112
Si	8.6259	4.9504	20.4997	-0.0031	0.0082	0.0083
Si	0.3284	5.7156	9.3634	-0.0034	-0.0007	-0.0112
Si	5.1013	3.1215	17.9457	-0.0025	-0.0035	-0.0105
Si	0.8865	3.7455	16.7387	-0.0033	0.0002	-0.0035
Si	10.4059	2.8519	19.2228	-0.0008	0.0013	-0.0042
Si	5.2812	1.1852	10.3539	0.0005	-0.0032	-0.005
Si	0.8793	0.1812	19.841	0.0108	-0.0085	-0.001
Si	6.6468	9.4602	10.8706	-0.0065	0.0062	-0.0066
Si	9.337	9.6766	18.3189	0.0041	0.0047	-0.0084
Si	9.3917	9.2473	12.5699	-0.0032	0.0024	0.0071
Si	6.5597	3.8494	22.5681	-0.0006	-0.0055	0.0187
Si	2.4402	8.0687	9.3774	0.0026	-0.0012	-0.0121
Si	10.5921	7.3694	17.074	-0.0012	0.0001	-0.0083
Si	2.5111	6.2939	16.5736	0.0018	0.0007	-0.0097
Si	10.1753	4.4933	14.1875	0.002	-0.0029	0.0012
Si	6.1389	9.1816	18.5115	-0.0033	0.0044	-0.0137
Si	7.9665	2.5714	9.5806	0.0035	0.0027	-0.0116
Si	8.8802	2.1437	12.4533	-0.0025	0.0044	0.0026
Si	5.3367	6.2443	18.0637	0.0026	-0.0014	-0.0138
Si	3.9271	0.5524	19.4691	-0.006	0.0035	0.004
Si	4.2813	3.8415	12.0553	0.0026	-0.0035	0.0102
Si	5.5435	6.603	12.1392	0.0009	0.0038	0.0107
Si	8.0125	2.5044	17.2192	0.0019	-0.0001	-0.007
Si	4.3598	2.4784	14.9693	0.0013	0.0056	-0.0037
Si	1.5411	1.2121	15.2534	-0.002	0.0024	-0.0038
Si	1.5688	9.4167	12.0427	0.0081	-0.0048	0.0047
Si	8.051	6.8543	13.8675	-0.001	-0.0008	0.0034
Si	10.3817	9.838	15.4838	-0.0013	0.0015	-0.0046
Si	9.8054	7.005	22.5551	-0.0022	0.0026	0.0203
Si	8.1085	5.4891	17.4028	0.0009	-0.0022	-0.0014
O	6.0465	7.9606	11.2869	-0.0018	-0.0088	-0.0039
O	6.015	9.2065	16.8959	0.0002	0.0001	0.0005
O	7.6801	1.3647	13.1956	-0.0037	-0.0028	-0.0002
O	0.8962	1.7482	13.8622	0.0029	-0.0012	0.0027
O	9.4289	6.2578	16.8797	0.0021	0.002	0.0039
O	6.7595	6.2066	13.1382	0.006	0.0001	-0.0023
O	5.1341	4.6597	18.6121	0	0.0027	0.0084
O	9.2272	2.1623	18.2807	-0.0055	-0.0009	0.0032
O	2.3678	0.0954	19.0936	0.0022	0	0.0031
O	9.4107	10.2338	16.7627	0.0003	-0.0005	0.0014
O	2.7922	4.434	11.7136	0.0002	-0.0011	-0.0086
O	5.0665	10.3197	19.111	0.0057	-0.0061	0.0055
O	9.4252	3.2453	13.4887	0.0017	0.0043	-0.0034
O	0.4557	1.769	19.9625	-0.003	0.0018	0.0071
O	3.1551	1.3587	15.0589	0.0004	-0.0008	0.0004
O	8.1676	5.3888	19.0213	-0.0038	0.0027	-0.0093
O	3.8922	6.597	17.3891	-0.0019	0	0.0063
O	4.5668	3.275	16.3946	-0.0001	-0.0002	0.0013
O	9.0626	5.6697	14.3134	-0.0001	0.0005	-0.0031
O	5.4036	2.7943	22.145	-0.0025	-0.0003	0.0012
O	10.6704	4.1446	15.6837	0.0015	0.0005	0.003
O	0.3468	3.8683	18.2775	0.0041	0.0029	0.0011
O	10.4232	10.5164	19.217	-0.0092	-0.004	0.0027
O	9.644	10.0286	14.0253	0.0016	0.0012	0.0029
O	10.9358	8.0811	22.1006	0.0035	0.0025	0.0013
O	1.1954	2.1617	16.5268	0.0006	-0.0006	0.0027
O	9.7431	3.7614	20.4167	0.0041	-0.0061	0.0016
O	8.1328	4.0337	16.6855	-0.0012	0.0001	0.0015
O	-0.0419	9.1038	11.9023	-0.0037	0.001	-0.0079
O	6.5846	2.4146	18.0088	0.0016	0.0007	0.0063
O	5.5845	10.7198	11.1938	0.0003	-0.004	-0.0036
O	7.7494	9.5905	18.8425	0.0005	-0.0007	0.0087
O	10.0291	1.0258	12.0565	0.0014	0	-0.0077
O	1.3189	6.9536	9.0421	0.0004	0.0004	-0.002
O	0.6238	4.7695	13.3503	-0.0035	0.0006	0.0002
O	5.7053	7.6216	18.9821	-0.0004	-0.0011	0.0104
O	5.2394	5.0864	11.5191	-0.0001	0.0028	-0.0085
O	2.7143	6.9912	15.1146	-0.0009	-0.001	0.0032
O	0.9102	2.7479	11.4621	-0.0004	-0.0026	-0.007
O	0.8612	10.686	15.5462	0.0001	-0.0002	0.0018
O	2.3985	8.5862	10.9061	-0.0054	0.0084	0.0109
O	4.7003	2.4336	11.271	-0.0047	0.0104	-0.0012
O	4.2568	3.5101	13.6828	-0.0002	-0.0049	0.0044
O	2.2003	4.6852	16.4776	0.0006	0.0003	0.0032
O	10.7038	8.2508	15.6952	0.0003	-0.0001	0.0006
O	6.9311	10.2927	14.6705	-0.0006	-0.0012	-0.0023
O	2.3446	8.9575	13.4198	0.003	-0.0015	-0.0003
O	8.0381	1.5236	15.9097	-0.0003	0	0.0018
O	4.1263	6.9982	12.8515	-0.004	0.0034	-0.0028
O	4.1823	2.0124	18.7462	0.0041	0.0059	0.0025
O	7.2923	4.3993	21.2485	0.0147	0.0081	-0.0116
O	8.4081	2.9225	11.1009	0.0065	-0.0017	0.0117
O	1.1804	6.8648	17.3576	0	0.0002	0.0067
O	5.6577	1.5788	14.7667	-0.0003	-0.0006	-0.0007
O	8.1317	9.7591	11.5856	0.0114	-0.002	-0.0017
O	9.1795	6.2852	21.2544	-0.0094	-0.0158	-0.0106
O	8.9572	7.7174	12.8527	-0.0009	-0.0026	-0.0049
O	1.6521	0.1221	11.871	-0.0024	0.0015	-0.0078
O	6.6429	6.1499	17.0612	-0.0003	0.0001	0.003
O	7.3989	7.8038	15.0418	-0.0007	0.0027	0.0004
O	1.1944	10.3013	21.2324	-0.001	0.0157	-0.017
O	10.0348	8.2011	18.3555	0.0007	-0.0019	0.0053
O	3.9562	0.8314	21.0954	-0.0051	-0.0117	-0.0208
O	0.3508	5.3399	10.9275	0.0035	-0.0082	0.0097
O	6.6908	1.576	9.6252	-0.0063	-0.002	-0.0037
O	4.7801	8.7083	14.6773	0.0028	0.0013	-0.0004

Results
free energy: -135861.241 eV
free energy less fixed offsets of O -568.88, P -755.39, Si -635.61 eV per atom: -6.131 eV

The program warned: the cutoff lies below the one the program advises for these potential files; the exchange-correlation potential is rough where the density is thin.
